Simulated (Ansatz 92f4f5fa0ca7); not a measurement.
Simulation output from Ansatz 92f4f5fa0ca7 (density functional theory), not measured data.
Periodic cell of 220 atoms, Si132O88, from a study of silicon, its oxide and their interface. The atomic structure is a simulated model.
Doubt: the cutoff is far below the 930 eV that the study's wrapper takes by default for these files, so forces and energies are approximate.
This geometry differs little from another in the collection (a relaxation step or a small displacement).

Settings
functional: PBE
potential files: Ansatz PAW
basis: plane waves
wave-function cutoff: 580 eV
density cutoff ratio: 5
exchange-correlation grid ratio: 1
k mesh: 1 x 1 x 1, Gamma-centred
self-consistency stop: 5e-08 eV per atom in the density residual
occupations: fixed
spin: none
net charge: 0

Cell vectors (angstrom)
a  10.938  0  0
b  0  10.938  0
c  0  0  32.6485

Atoms and the computed forces on them: element, x, y, z (angstrom), force x, y, z (eV/angstrom)
Si  -0.3269  0.2931  25.2127  -0.0003  0.0022  0.0055
Si  5.7375  -0.4165  25.1341  0.0001  0.0006  0.0037
Si  2.524  3.0451  25.1911  0  -0.0027  0.0047
Si  8.4435  2.5722  25.2202  0.0018  -0.0025  0.0035
Si  0.2701  5.2511  25.1774  0.0008  -0.0057  0.0091
Si  5.0835  5.8024  25.2315  0.0043  -0.001  0
Si  3.0026  8.1818  25.0712  0.0388  -0.0695  0.0877
Si  8.1097  8.4215  25.2119  -0.0007  0.0024  -0.0005
Si  1.3692  1.3996  26.4411  -0.0007  -0.0004  0.0012
Si  6.7632  1.3854  26.3777  -0.0011  -0.0007  0.002
Si  4.0043  4.2227  26.5896  -0.0017  -0.0029  0.0014
Si  9.6295  4.1111  26.5398  0.0034  -0.0033  -0.0001
Si  1.3534  6.9548  26.3907  -0.0041  -0.0009  0.0068
Si  6.8455  6.841  26.4385  -0.0022  -0.0014  0.001
Si  4.1518  9.5791  26.57  -0.0002  0.0017  0.0038
Si  9.5407  9.6539  26.5874  -0.0002  -0.0003  0.001
Si  2.7159  0.0247  27.843  0  -0.0013  -0.0013
Si  8.1173  0.0627  27.8763  -0.0001  -0.0002  0.0018
Si  0.0262  2.7213  27.8908  -0.0021  0.0022  -0.0006
Si  5.4352  2.7666  27.8214  0.0012  -0.0003  -0.0006
Si  2.6517  5.576  27.8985  0.004  -0.001  0.0026
Si  8.1982  5.4688  27.8418  -0.0005  -0.0018  0.0009
Si  -0.0102  8.2456  27.8505  0.0004  -0.0017  -0.0003
Si  5.4988  8.159  27.8905  -0.0004  -0.0034  -0.0008
Si  4.1018  1.3673  29.2302  -0.0047  0.1326  -0.2017
Si  9.5708  1.3673  29.2302  -0.1767  0.062  0.0873
Si  1.3673  4.1018  29.2302  -0.2028  0.2324  0.2408
Si  6.8362  4.1018  29.2302  -0.0112  -0.0966  -0.2191
Si  4.1018  6.8362  29.2302  -0.0197  0.0475  0.3489
Si  9.5708  6.8362  29.2302  -0.0122  0.0115  -0.2162
Si  1.3673  9.5708  29.2302  0.1021  0.0585  -0.0579
Si  6.8362  9.5708  29.2302  -0.1517  0.087  0.1992
Si  0  0  30.5975  -0.0702  -0.0406  -0.0232
Si  5.469  0  30.5975  0.008  -0.1059  -0.0062
Si  2.7345  2.7345  30.5975  0.1193  0.1016  -0.0259
Si  8.2035  2.7345  30.5975  0.0665  0.023  0.0051
Si  0  5.469  30.5975  0.0017  -0.1428  0.0204
Si  5.469  5.469  30.5975  -0.0633  -0.0761  -0.0188
Si  2.7345  8.2035  30.5975  0.1358  0.0508  0.0231
Si  8.2035  8.2035  30.5975  0.0474  0.0676  -0.0242
Si  1.3673  1.3673  31.9647  -0.0371  0.0453  -0.0326
Si  6.8362  1.3673  31.9647  -0.0248  0.0026  -0.0387
Si  4.1018  4.1018  31.9647  0.027  -0.0248  0.0047
Si  9.5708  4.1018  31.9647  -0.0613  0.0566  0
Si  1.3673  6.8362  31.9647  -0.0339  0.0275  -0.0425
Si  6.8362  6.8362  31.9647  -0.0194  -0.0086  -0.0282
Si  4.1018  9.5708  31.9647  -0.0391  0.0708  -0.007
Si  9.5708  9.5708  31.9647  0.0124  -0.0157  0.0104
Si  2.7345  0  0.6835  0.0359  -0.0354  0.0225
Si  8.2035  0  0.6835  -0.0256  0.0241  0.0181
Si  0  2.7345  0.6835  -0.0157  0.0214  0.0124
Si  5.469  2.7345  0.6835  0.0533  0.0062  0.0228
Si  2.7345  5.469  0.6835  0.043  -0.0503  0.0073
Si  8.2035  5.469  0.6835  0.0081  -0.0624  0.0409
Si  0  8.2035  0.6835  0.0544  -0.0645  0.011
Si  5.469  8.2035  0.6835  0.0158  0.0108  0.005
Si  4.1018  1.3673  2.0507  -0.0744  -0.0504  0.0342
Si  9.5708  1.3673  2.0507  -0.0274  0.0062  0.0223
Si  1.3673  4.1018  2.0507  0.0026  -0.0094  0.0078
Si  6.8362  4.1018  2.0507  -0.0906  -0.0007  -0.0255
Si  4.1018  6.8362  2.0507  0.0273  -0.0137  0.0185
Si  9.5708  6.8362  2.0507  0.0653  0.1634  0.0078
Si  1.3673  9.5708  2.0507  -0.0695  0.052  0.0138
Si  6.8362  9.5708  2.0507  -0.0439  -0.0332  -0.0004
Si  0  0  3.418  0.0543  -0.344  -0.0492
Si  5.469  0  3.418  -0.2745  -0.4687  -0.1167
Si  2.7345  2.7345  3.418  -0.4371  -0.2281  0.0745
Si  8.2035  2.7345  3.418  0.1155  0.0942  -0.1151
Si  0  5.469  3.418  0.425  0.1905  0.2887
Si  5.469  5.469  3.418  0.1736  -0.0656  -0.5395
Si  2.7345  8.2035  3.418  -0.1371  -0.0604  0.3007
Si  8.2035  8.2035  3.418  0.5059  0.3522  -0.0891
Si  1.3372  1.2986  4.8245  -0.0002  -0.0003  0.0003
Si  6.8533  1.3144  4.7176  0.0003  -0.0007  -0.0001
Si  4.0821  4.1271  4.7134  0.0001  0.0003  -0.0007
Si  9.6253  4.0792  4.7713  0.0001  -0.0003  0.0001
Si  1.3823  6.8624  4.8956  0  -0.0001  0
Si  6.9187  6.7824  4.7007  -0.0003  0.0002  -0.0001
Si  4.1075  9.5188  4.828  0.0005  -0.0003  -0.0002
Si  9.6246  9.5664  4.8544  0  -0.0001  -0.0001
Si  2.6681  -0.1168  6.2408  -0.0004  -0.0001  0.0009
Si  8.2082  0.0404  6.1553  0  0.0004  0.0004
Si  -0.0843  2.6569  6.1974  0.001  0.0004  0.0006
Si  5.4259  2.6742  5.9431  0.0003  -0.0006  -0.001
Si  2.8444  5.4739  6.2078  0.0008  -0.0004  0.0008
Si  8.3055  5.4909  6.1034  0.0002  -0.0009  -0.0002
Si  -0.0057  8.1982  6.3926  0.0003  -0.0008  0.0003
Si  5.5632  8.0702  6.0622  0.0006  -0.0007  0.0007
Si  3.8969  1.5558  7.3136  0.0025  -0.0013  -0.0007
Si  9.022  1.771  7.607  0.0011  -0.0022  -0.0027
Si  1.6513  3.7842  7.2995  -0.0014  0.0007  -0.0015
Si  6.835  4.0494  7.1527  -0.0004  0  -0.002
Si  4.7149  6.3588  7.4686  -0.0014  0.0016  -0.0032
Si  9.2971  6.9942  7.6956  0.0026  -0.0008  -0.0027
Si  1.3187  9.5783  7.8513  0.0002  0.001  -0.0028
Si  7.1079  9.2807  7.3396  -0.0021  0.002  -0.0035
O  1.3888  4.1389  24.6855  -0.0001  0.0018  -0.0034
O  6.9989  9.5436  24.75  0.0009  -0.0014  -0.0022
O  2.7876  2.6797  7.7742  -0.0005  0.0008  0.003
O  8.185  8.1891  7.9603  -0.0001  -0.0003  0.0035
O  5.7675  5.127  7.9038  0.0004  0.0003  0.0022
O  -2.1299  2.2667  18.8016  0.0068  0.0197  0.0105
O  4.0701  7.0035  24.592  -0.005  0.0063  0.0041
O  9.5294  1.4353  24.6968  -0.0028  0.0029  -0.0026
O  2.1933  8.503  8.7531  -0.0034  0.0011  -0.0002
O  0.9654  4.3211  8.6834  0.0012  -0.0002  -0.0015
O  9.3741  1.1405  9.0941  -0.0013  0.0012  0.0001
O  6.4512  9.9999  8.6396  0.0014  -0.0007  0.0016
O  4.6249  1.0401  8.68  -0.0017  0.0025  -0.0011
O  4.4564  7.1858  8.857  0.0018  -0.0015  0.001
O  7.882  2.962  7.9201  -0.0007  0.0009  0.0027
O  9.675  6.3884  9.1965  0.0004  0.001  -0.0003
O  3.2483  2.4008  23.8714  -0.0019  0.0002  -0.0013
O  4.9232  -0.4353  23.7037  0.0033  0.0009  -0.0007
O  7.8456  3.4061  23.9395  0.0028  -0.0003  0
O  10.5966  5.8834  23.8077  0.001  -0.0025  -0.0014
O  8.8241  7.8568  23.8486  -0.0015  0.0037  0.0002
O  0.1674  10.4456  23.8688  -0.0039  -0.0038  -0.0065
O  5.5363  4.8242  24.0156  -0.0024  0.0031  0.0016
O  1.2973  10.508  21.4321  -0.019  0.0018  0.0074
Si  4.1196  6.7356  12.2033  0.003  -0.0011  0.0009
Si  8.4485  -2.3425  14.6367  0.0007  0.0013  0.0017
Si  5.3403  2.8411  13.3491  0.0015  -0.0005  0.0008
Si  6.7636  -4.027  18.8876  -0.0014  0.0031  -0.0038
Si  8.5454  -9.6595  17.548  0.0243  -0.018  0.019
Si  1.7932  -3.189  18.2341  -0.003  0.0045  -0.0042
Si  0.9172  9.6103  22.7095  0.0691  0.0514  -0.0071
Si  11.7764  3.6046  10.1463  0.0014  -0.0002  0
Si  5.3466  10.7888  9.5101  0.0022  0.0003  0.0004
Si  2.6392  4.0546  12.4628  0.0009  -0.0003  0.0005
Si  13.343  -5.4915  16.5269  0.0009  0.0031  -0.0017
Si  -1.0773  2.9422  19.8426  -0.0212  0.004  -0.0222
Si  10.9413  1.1933  15.5301  -0.0094  0.0011  0.0045
Si  0.5027  -6.8362  14.5371  0.0005  -0.0001  0.0014
Si  6.5236  0.3364  12.2444  0  -0.0015  0.0015
Si  0.3624  11.2011  20.0798  0.0385  0.0206  -0.0045
Si  14.339  -6.0705  20.5734  -0.0004  0.0038  -0.0036
Si  6.7848  -5.7938  11.9341  -0.0003  -0.0003  -0.0004
Si  5.5018  -2.0177  13.8416  0.0015  0.0008  0.0002
Si  6.518  3.8811  23.1224  -0.0001  -0.0031  -0.0008
Si  9.5316  0.0212  12.86  0.001  -0.0006  0.0043
Si  10.7  0.6589  9.9403  0.0005  -0.0007  0.002
Si  1.8054  -0.3454  17.4719  -0.0051  -0.0187  -0.0141
Si  4.141  -3.211  20.469  0.0009  -0.0022  -0.0031
Si  9.1908  -4.9468  13.4888  0.0011  0.0006  0.0017
Si  0.907  -5.8387  19.0039  0.0027  0.0032  -0.0016
Si  6.0426  2.4284  16.2649  0.0024  -0.0024  -0.0005
Si  4.073  2.3121  22.4587  0.004  0.0044  -0.0001
Si  4.7658  -0.4792  16.3785  0.0051  0.0024  -0.0026
Si  9.9452  7.0946  22.9349  -0.0181  -0.0177  0.0064
Si  7.5176  -1.4948  17.4056  0.0087  0.0083  0.0033
Si  9.4205  5.5674  10.6035  -0.0014  0  0.002
Si  -2.6659  5.2099  21.0366  -0.0044  0  -0.003
Si  3.8477  -0.724  22.5219  -0.0043  -0.0172  0.0232
Si  4.9711  4.8193  17.7118  0.0015  -0.0019  -0.001
Si  14.4653  -2.6877  9.6649  0.0016  -0.0007  -0.0011
O  1.7301  4.5603  17.7111  -0.0016  -0.001  0.0023
O  9.8816  -10.0116  16.7131  0.0022  0.0026  -0.0087
O  19.0247  0.7208  12.5294  -0.0006  0.0006  0.0002
O  6.063  -1.1946  12.5398  0.0012  0.0032  -0.0013
O  2.9774  -2.9357  19.3598  0.0042  0.0004  0.0046
O  5.9973  6.0879  17.6962  0.0002  -0.0007  0.0019
O  3.7958  -4.6207  21.2731  0  0.0005  -0.0006
O  4.4651  7.7544  13.4087  -0.0012  -0.0019  -0.0002
O  -1.1875  6.4176  11.9808  0.001  -0.0005  -0.0027
O  2.2602  3.9467  10.8779  -0.0015  -0.0004  -0.0016
O  14.6235  -7.3939  21.4811  0.0004  -0.0063  0.002
O  5.104  1.1091  16.3188  -0.0005  0.0005  0.0002
O  5.6257  1.2602  13.2098  0.0011  0  -0.0001
O  4.2215  4.7833  19.1686  -0.0025  -0.0001  0.003
O  2.5393  9.3402  23.4493  -0.038  0.0914  -0.1229
O  10.384  4.2475  10.7085  0.0008  -0.0006  0.0012
O  16.6645  3.4007  17.5315  -0.0013  0.0033  0.0004
O  7.8579  -0.079  18.1128  -0.009  -0.0067  -0.0023
O  4.2098  -1.8924  21.4719  -0.0033  0.0026  -0.0056
O  7.598  1.9988  16.4146  -0.0029  0.005  -0.0026
O  5.6848  2.5194  22.7331  0.0012  0.001  -0.0009
O  5.9192  -1.3978  17.0673  -0.0009  -0.0036  -0.0007
O  -3.2376  -2.8415  18.2986  -0.0025  -0.0045  0.002
O  1.5039  0.4814  18.8474  0.0164  0.0129  0.0097
O  -0.8546  -0.6639  19.8688  -0.0803  -0.0654  -0.0116
O  7.6178  5.5954  13.2656  -0.0003  -0.0004  0
O  7.8323  5.1267  10.6638  0.0022  0.0002  0
O  17.14  -7.2824  12.2261  0.0006  0.0008  0.0014
O  5.7671  3.2475  14.8685  -0.0009  -0.0007  -0.0027
O  9.9999  -6.1939  14.1464  -0.002  0.0023  -0.0004
O  -1.7953  -1.4531  13.4443  0.0014  0.0017  -0.0001
O  3.2273  7.5306  11.0838  -0.0017  0.0005  -0.0002
O  1.5012  -5.7297  15.2035  0.0008  0.0001  0.0015
O  14.6981  3.0212  13.0079  0.0007  0.0001  0.001
O  11.2559  -8.1423  15.473  0.0018  0.0027  0.0004
O  9.2831  -3.7408  14.5702  0.0008  -0.0015  -0.0003
O  6.8621  -2.6832  14.4359  -0.0014  -0.0002  0.0008
O  9.2308  6.3845  21.6738  0.0051  0.006  0.0013
O  -0.5154  0.7665  14.0159  -0.0006  -0.0036  -0.0033
O  0.2121  8.1515  22.5385  -0.001  -0.0038  -0.0133
O  1.7924  4.8497  20.3517  0.0038  -0.0014  0.0012
O  7.7173  -5.1138  19.6446  0.0028  -0.0032  0.0032
O  5.6416  -3.3457  19.8691  0.0007  0.0008  0.001
O  2.4528  -3.9139  16.9197  -0.0003  -0.0025  0.0001
O  1.1294  -1.8251  17.691  0.0053  -0.0044  0.0001
O  3.1735  -5.3817  12.7865  0.0003  -0.0002  0.0013
O  3.7282  0.7937  21.8852  -0.0116  -0.0058  -0.0002
O  10.9329  -9.0548  20.4592  0.0177  0.0246  0.0181
O  10.5076  4.2217  19.044  -0.0025  -0.0114  0.0066
O  6.1425  0.6081  10.692  -0.0013  -0.0003  -0.0019
O  5.5291  -4.7969  11.5989  -0.0001  0.0003  0.0015
O  12.1689  3.6599  13.157  0.0027  -0.0003  -0.0021
O  -3.9961  -6.0472  21.936  -0.0011  0.0005  -0.0006
O  3.954  4.9579  16.4312  0.0001  0.0003  0.0018
O  9.0077  -7.1853  20.9942  0.0084  -0.0087  -0.0022
O  -2.4259  -1.6268  16.093  -0.0004  -0.0027  -0.0021
O  3.406  -0.6113  17.2437  -0.0112  0.0029  0.0049
O  11.6464  1.9746  10.1335  0.0002  0.0004  0.0012
O  12.246  0.3545  16.0561  0.005  0.0006  0.0042
O  4.2305  9.6909  9.9652  0.0008  0.0009  0.0026
O  11.4732  -0.4137  8.9589  0.001  -0.0011  0.0012
O  10.3371  0.0059  11.4054  0.0022  0.0005  -0.0036
O  4.6622  -1.06  14.851  0.0005  -0.0006  0
O  0.665  6.718  18.8472  -0.001  -0.0016  0.0011

Results
free energy: -133960.070 eV
free energy less fixed offsets of O -568.88, Si -635.61 eV per atom: 1.890 eV

The program warned: the cutoff lies below the one the program advises for these potential files; the forces do not sum to zero within the program's tolerance; the exchange-correlation potential is rough where the density is thin.
